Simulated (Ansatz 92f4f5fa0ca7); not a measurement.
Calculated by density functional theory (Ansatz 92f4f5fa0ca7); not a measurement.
Periodic cell of 218 atoms, Si134O84, from a study of silicon, its oxide and their interface. The atomic structure is a simulated model.
Doubt: the cutoff is far below the 930 eV that the study's wrapper takes by default for these files, so forces and energies are approximate.
This geometry differs little from another in the collection (a relaxation step or a small displacement).

Settings
functional: PBE
potential files: Ansatz PAW
basis: plane waves
wave-function cutoff: 580 eV
density cutoff ratio: 5
exchange-correlation grid ratio: 1
k mesh: 1 x 1 x 1, Gamma-centred
self-consistency stop: 5e-08 eV per atom in the density residual
occupations: fixed
spin: none
net charge: 0

Cell vectors (angstrom)
a	10.938	0	0
b	0	10.938	0
c	0	0	31.3866

Atoms and the computed forces on them: element, x, y, z (angstrom), force x, y, z (eV/angstrom)
Si	-0.4179	0.4285	23.9509	-0.0025	0.0044	0.0037
Si	6.0704	-0.5912	23.992	-0.006	0.0036	-0.0078
Si	2.1852	3.194	23.9127	-0.0001	-0.0008	0.0133
Si	8.7806	2.349	23.8993	0.0059	-0.0015	0.0024
Si	0.3766	4.8447	23.8832	-0.0023	-0.0037	0.0049
Si	4.8815	6.0153	24.065	0.0023	-0.0103	0.0077
Si	3.2174	7.7751	24.2244	-0.0109	0.0208	-0.0063
Si	7.7898	8.6216	24.0705	0.0032	-0.0018	0.0071
Si	1.334	1.3993	25.2201	-0.0026	0.0066	-0.0011
Si	6.9167	1.3575	25.0797	-0.0013	-0.0058	-0.0007
Si	4.012	4.1144	25.1617	-0.0032	0.004	-0.0022
Si	9.6516	4.0045	25.3324	0.0037	-0.002	0.0017
Si	1.3057	6.7438	25.128	0.009	-0.0034	-0.0022
Si	6.7984	6.8259	25.2338	-0.0061	0.008	-0.0025
Si	4.2246	9.5651	25.3294	-0.0022	-0.0053	0.0002
Si	9.5389	9.6399	25.2606	-0.0063	-0.0015	0.0005
Si	2.746	0.0136	26.5603	-0.0014	-0.0018	0.006
Si	8.182	0.0448	26.6295	0.0001	-0.0046	0.0006
Si	0.0479	2.692	26.7007	0.0013	0.0004	0.0025
Si	5.474	2.7253	26.4858	0.0012	0.0025	0
Si	2.6907	5.4617	26.6061	0	0.0022	-0.0015
Si	8.2135	5.4452	26.5622	0.0005	-0.0027	0.0036
Si	-0.0034	8.1919	26.5338	0.0002	0.0049	-0.0006
Si	5.5173	8.1753	26.6925	0.0041	0.0015	0.0032
Si	4.1018	1.3673	27.9683	0.1311	0.1649	-0.4715
Si	9.5708	1.3673	27.9683	-0.0921	-0.0937	0.57
Si	1.3673	4.1018	27.9683	0.1809	0.0473	0.6206
Si	6.8362	4.1018	27.9683	-0.1143	-0.1689	-0.5274
Si	4.1018	6.8362	27.9683	-0.2584	-0.1761	0.2016
Si	9.5708	6.8362	27.9683	-0.0337	0.0387	-0.395
Si	1.3673	9.5708	27.9683	0.0725	-0.1186	-0.5002
Si	6.8362	9.5708	27.9683	0.2589	0.2234	0.5113
Si	0	0	29.3356	-0.1496	-0.005	0.0216
Si	5.469	0	29.3356	0.0396	-0.0806	-0.0015
Si	2.7345	2.7345	29.3356	0.0276	0.1605	0.0197
Si	8.2035	2.7345	29.3356	0.0525	-0.0585	0.0123
Si	0	5.469	29.3356	0.0366	-0.0602	0.0041
Si	5.469	5.469	29.3356	-0.1292	-0.0423	-0.0055
Si	2.7345	8.2035	29.3356	0.0384	-0.0265	0.0027
Si	8.2035	8.2035	29.3356	0.0378	0.1433	0.0179
Si	1.3673	1.3673	30.7028	0.1054	-0.0231	-0.0344
Si	6.8362	1.3673	30.7028	-0.0151	0.0593	-0.017
Si	4.1018	4.1018	30.7028	0.0277	-0.0881	0.0117
Si	9.5708	4.1018	30.7028	-0.0758	0.049	-0.0136
Si	1.3673	6.8362	30.7028	-0.0395	0.0224	-0.0116
Si	6.8362	6.8362	30.7028	0.0332	0.0032	-0.0303
Si	4.1018	9.5708	30.7028	-0.0462	0.0425	-0.0028
Si	9.5708	9.5708	30.7028	0.0557	-0.1061	0.0111
Si	2.7345	0	0.6835	-0.0137	-0.0337	0.0136
Si	8.2035	0	0.6835	-0.0165	0.0021	-0.0054
Si	0	2.7345	0.6835	-0.0178	-0.0232	0.0099
Si	5.469	2.7345	0.6835	0.0119	0.0085	0.0482
Si	2.7345	5.469	0.6835	0.0053	0.0256	-0.0024
Si	8.2035	5.469	0.6835	-0.0079	0.011	0.0165
Si	0	8.2035	0.6835	-0.0087	0.0404	0.0643
Si	5.469	8.2035	0.6835	-0.009	-0.0042	0.0214
Si	4.1018	1.3673	2.0507	-0.1074	-0.0406	-0.0307
Si	9.5708	1.3673	2.0507	-0.0273	0.071	0.0325
Si	1.3673	4.1018	2.0507	0.0687	-0.001	0.0475
Si	6.8362	4.1018	2.0507	0.0508	-0.0268	-0.0225
Si	4.1018	6.8362	2.0507	-0.0909	-0.0586	0.0401
Si	9.5708	6.8362	2.0507	-0.1392	-0.1248	-0.0389
Si	1.3673	9.5708	2.0507	0.1509	0.0826	-0.0457
Si	6.8362	9.5708	2.0507	0.1104	0.0233	0.0276
Si	0	0	3.418	0.3854	0.0446	0.3528
Si	5.469	0	3.418	-0.1219	-0.0221	0.4876
Si	2.7345	2.7345	3.418	0.0115	-0.2835	-0.3705
Si	8.2035	2.7345	3.418	0.056	0.0954	-0.636
Si	0	5.469	3.418	-0.2652	0.1259	0.2464
Si	5.469	5.469	3.418	-0.1123	-0.1271	0.2074
Si	2.7345	8.2035	3.418	0.0044	0.3182	-0.2823
Si	8.2035	8.2035	3.418	-0.0728	-0.0172	-0.2679
Si	1.424	1.3943	4.8449	0.0033	0.0019	-0.0002
Si	6.8684	1.4195	4.771	-0.0003	0.0002	-0.0088
Si	4.0846	4.0348	4.7833	-0.0039	-0.0038	-0.0103
Si	9.5253	4.0741	4.7846	-0.0014	0.0044	-0.0029
Si	1.3226	6.9391	4.7664	0.004	-0.0008	-0.0047
Si	6.7934	6.8917	4.7812	0.0027	0.0054	-0.0071
Si	4.0641	9.54	4.8483	0.0045	-0.0031	-0.0004
Si	9.6012	9.5142	4.7669	0.0004	-0.0036	-0.0055
Si	2.7873	0.0103	6.307	0.001	0.0026	-0.004
Si	8.2439	-0.0216	6.0349	0.0012	0.0005	-0.0003
Si	-0.05	2.7195	6.1933	-0.0027	-0.0038	-0.0022
Si	5.5073	2.721	6.2311	0.0064	-0.0024	0.0001
Si	2.5786	5.4208	5.9842	-0.0036	0.003	-0.004
Si	8.1261	5.4861	6.0981	0.0004	-0.0018	-0.0066
Si	-0.0049	8.2459	6.2946	0.004	0.0046	-0.0088
Si	5.3667	8.1127	6.268	-0.0013	0.0029	-0.0079
Si	4.8716	0.7223	7.3936	-0.0127	0.0062	-0.0042
Si	10.0223	0.8353	7.373	-0.0042	0.01	0.0303
Si	0.738	4.6507	7.3245	0.0055	0.0019	0.0022
Si	6.232	4.7444	7.3665	0.003	-0.0058	0.0126
Si	4.2568	6.2246	7.4096	-0.0099	0.0047	0.0152
Si	9.7762	6.4911	7.4716	-0.0076	-0.0052	0.015
Si	0.9251	10.0986	7.6039	-0.0005	-0.0001	0.0203
Si	6.6479	9.8037	7.3483	0.0078	-0.0069	0.0043
O	8.9819	7.0217	8.8723	0.0068	-0.0027	-0.011
O	4.9066	1.1279	9.0011	0.0039	0.0004	0.0016
O	7.5823	9.3211	8.6762	-0.0023	0.004	-0.0058
O	3.5324	6.1923	8.9596	0.0067	-0.0009	-0.0112
O	9.5076	1.1545	8.8993	-0.005	0.0094	0.0025
O	6.6411	4.9658	8.9685	-0.0025	-0.0033	0.0005
O	1.2712	9.8358	9.2362	-0.0026	0.0007	-0.0147
O	1.5084	4.3362	8.7668	-0.0018	-0.0016	0
O	2.4224	2.7751	22.3234	0.002	-0.0023	-0.0072
O	4.4943	7.6564	16.1743	0	0.0006	0.0005
O	11.21	-0.2647	22.6016	-0.0009	-0.0005	0.0015
O	2.9565	8.4379	22.7342	0.0182	-0.0062	-0.0301
O	-0.2735	4.8416	22.3139	0.0001	0.0014	0
O	5.0548	5.7771	22.4294	-0.0015	0.0005	-0.0053
O	8.5009	3.2359	22.4836	-0.001	0.0001	0.0031
O	5.902	-0.4347	22.3465	-0.0058	0.0023	-0.0055
Si	6.7024	4.051	10.3035	0.0061	-0.0064	-0.0012
Si	5.8344	4.7933	18.4393	0.001	0.0001	0.0014
Si	10.4889	14.2697	12.3126	0.0002	-0.001	-0.0015
Si	-3.0591	6.8252	14.7217	-0.0027	-0.0023	-0.0007
Si	6.3735	4.8404	13.0619	-0.0001	-0.0017	-0.0035
Si	-12.4861	8.3553	12.4886	0.0008	0.0013	-0.0003
Si	4.613	0.6548	16.5199	-0.0013	0.0001	0.0017
Si	8.779	3.5617	18.5894	0.0017	0.0009	0.001
Si	4.1272	14.896	11.7688	0.0001	0	0.0005
Si	8.909	12.7862	10.2173	0.0034	-0.0063	-0.0259
Si	11.3161	-2.7067	16.8697	0.0019	-0.0011	0.0008
Si	16.037	-0.1027	20.9789	-0.0025	-0.0021	0.0029
Si	-2.9394	-3.572	21.1829	-0.003	-0.0008	-0.0046
Si	3.0085	8.5571	21.1278	-0.0114	0.0098	0.0287
Si	11.6361	10.4826	21.0388	0	-0.0008	-0.0022
Si	15.5987	11.2353	10.368	0.0004	-0.0007	0.0119
Si	10.2288	-5.4995	16.3976	0.0015	-0.0003	0.0021
Si	9.2464	4.4038	21.579	-0.0022	0.0008	-0.0095
Si	12.1312	3.2131	16.0733	0.0006	0.0011	0.0023
Si	14.2844	13.9151	18.1596	-0.0033	-0.0007	0.0011
Si	-1.5076	1.6545	16.4641	0.0008	-0.0008	0.0015
Si	0.8315	6.3086	11.9965	-0.0022	-0.001	0.0025
Si	8.0951	-2.8054	9.6954	-0.0028	0.0018	0.013
Si	-4.2987	10.2598	18.3184	-0.0012	-0.0003	-0.0009
Si	3.3217	8.7363	15.8045	-0.0019	0	0.0035
Si	1.8609	-0.7276	10.7169	-0.0028	0.004	0.0021
Si	5.7717	-2.2777	11.3083	0.0019	-0.0008	-0.0002
Si	2.3129	5.3793	9.7257	0.0003	-0.0075	0.009
Si	7.0467	0.2996	12.1344	0.0004	-0.0004	-0.0011
Si	7.8929	2.4791	14.01	-0.0006	0.0001	-0.0001
Si	-7.8391	8.0119	12.7064	-0.0002	0.0014	0.0003
Si	12.0443	11.6988	13.0654	0.0015	0.0016	-0.0014
Si	14.3544	12.8948	14.1331	-0.0003	-0.0017	-0.0011
Si	5.9626	7.5961	16.8889	-0.0011	-0.002	0.0019
Si	-5.8385	17.3693	20.9401	0.0039	-0.0024	-0.0029
Si	9.4892	-1.5623	19.2037	-0.0013	-0.0017	-0.0033
Si	2.8129	1.9342	20.9902	0.0004	0.0019	-0.006
Si	10.1025	21.0801	14.8188	0.0014	0.0015	-0.0002
O	2.2571	6.5983	12.7811	-0.0009	-0.0007	-0.0003
O	3.0583	11.3235	10.6151	0.0011	-0.0009	-0.0005
O	8.3582	2.5088	15.5646	-0.0008	0.0001	0.0015
O	14.7599	10.2166	16.2165	0.0011	0.0002	-0.0003
O	5.3364	5.2006	19.9267	-0.0008	0.0036	0.0021
O	10.1004	2.7929	10.8213	-0.005	-0.0038	-0.0033
O	8.3117	11.5901	11.1566	0.0018	0.0068	-0.0041
O	8.3097	8.2116	22.5399	0.0021	0.0012	0.0004
O	5.2054	14.4281	10.6354	0.0012	0.0043	0.0002
O	-4.8049	10.9075	19.7289	-0.0043	-0.0022	0.0084
O	4.0166	-1.2372	20.5979	-0.0049	-0.0006	0.0154
O	6.1587	6.1204	17.5506	-0.0005	-0.0004	0.0014
O	1.9753	14.4601	17.4668	0.0006	0.0001	0.0003
O	1.4948	9.06	20.7241	0.0205	-0.0027	0.0109
O	7.1787	3.8825	18.5758	-0.0011	0.0013	0.0009
O	-1.5174	9.7258	13.3898	0	0.0002	0.0011
O	8.3109	7.4471	13.2915	0	0	0.0021
O	6.7141	-3.3253	10.4636	0.0045	0.0007	-0.003
O	15.7596	5.1267	12.6656	0.0014	-0.0005	0.0015
O	6.6811	5.8422	14.2746	0.0031	0.0021	0.0025
O	6.3868	7.4598	20.8495	0.0007	-0.0014	0.0022
O	8.8861	-2.8862	19.9832	0.0001	0.0002	0.0016
O	11.3108	4.5329	15.5699	-0.0012	0.0009	0.0017
O	9.42	3.7387	20.0881	0.0002	0.001	0.0032
O	11.6151	2.3248	12.9104	0.0007	0.0002	0.0003
O	14.7536	2.7876	12.8165	0.0017	0.0031	-0.0015
O	6.116	11.2524	17.1027	0.001	-0.0001	0.0007
O	7.2011	7.8379	15.8208	0.0004	-0.0012	0.0004
O	1.9782	8.4633	16.6933	0.0009	0.0009	-0.001
O	7.6553	13.7548	9.8721	0.0073	-0.0023	0.0084
O	9.1296	3.164	13.1942	0.0028	0.0009	0.0018
O	1.1948	17.3268	10.3861	-0.0004	0.002	-0.0002
O	9.2848	0.1031	15.9246	-0.0012	-0.0008	0.0009
O	-0.3917	8.7457	15.5221	0.0001	-0.0002	0.001
O	0.0674	2.0522	16.2839	-0.0009	-0.0003	0.0007
O	15.5961	12.4396	15.1073	0.002	-0.0009	0.0018
O	8.2612	-0.8101	18.4309	-0.0005	0.0006	0.0013
O	13.2942	13.7498	15.0231	-0.0017	0.001	0.0029
O	7.2339	4.8685	11.6386	-0.0021	-0.0027	-0.0034
O	3.0316	8.6586	14.2005	0	-0.001	-0.0001
O	3.6622	7.1585	20.5541	-0.0009	-0.0005	0.0017
O	2.8231	4.4563	10.9687	-0.0001	0.0016	-0.0049
O	5.0288	-1.3012	10.2076	-0.0016	0.0025	0.0011
O	6.567	3.3629	13.7261	-0.001	0.002	0.0001
O	-0.1485	7.5224	12.4501	0.0007	-0.0003	0.0015
O	8.3665	5.7807	21.3942	0.0017	-0.0004	0.0038
O	2.9859	13.8986	19.7442	-0.0003	-0.0024	0.0046
O	10.6692	-1.9568	18.1528	-0.0011	0.0006	0.0022
O	6.7309	9.63	12.2526	-0.0013	-0.0014	0.0017
O	4.2899	12.2204	21.2335	0.0033	-0.0108	0.0023
O	11.0522	6.6529	17.0743	-0.0007	0.0005	-0.0002
O	18.3993	11.8984	13.5668	-0.0003	-0.001	0.0021
O	2.3831	8.9068	11.5389	-0.0003	0.0011	0.0011
O	0.4223	11.0393	14.3684	-0.002	-0.0006	0.0017
O	9.0273	2.0312	18.0167	-0.0011	-0.0002	0.0008
O	5.6259	0.8979	11.5473	-0.0035	-0.0004	-0.002
O	0.1215	4.8617	12.3257	0.001	0.0021	0.0022
O	13.6214	11.5901	13.4784	0.0009	-0.0008	0.0016
O	4.6734	7.8888	12.2333	0	-0.0002	0.0031
O	11.6731	-0.0173	11.6724	0.002	-0.0021	-0.0003
O	3.7436	12.4108	17.6408	0.0008	0	-0.0003
O	9.542	4.5991	17.5974	-0.001	-0.0009	0.0011
O	-1.9	8.6756	10.9245	-0.0025	-0.0015	-0.0033
O	-9.2746	11.7497	20.6391	0.0007	0	0.004
O	4.6106	3.9428	17.7831	0.0013	0.0007	0.0016
O	10.2279	-0.506	20.2122	0.0023	-0.0004	0.0037
O	6.0403	8.761	18.0315	0.001	0.0007	0.0005
O	-1.8273	5.9917	15.3639	-0.0015	0.0005	0.0003

Results
free energy: -132956.113 eV
free energy less fixed offsets of O -568.88, Si -635.61 eV per atom: 1.547 eV

The program warned: the cutoff lies below the one the program advises for these potential files; the exchange-correlation potential is rough where the density is thin.
